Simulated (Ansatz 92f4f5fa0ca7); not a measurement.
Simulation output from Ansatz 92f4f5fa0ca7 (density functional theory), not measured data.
Periodic cell of 215 atoms, Si132O82P1, from a study of silicon, its oxide and their interface. The atomic structure is a simulated model.
Doubt: the cutoff is far below the 930 eV that the study's wrapper takes by default for these files, so forces and energies are approximate.
This geometry differs little from another in the collection (a relaxation step or a small displacement).

Settings
functional: PBE
potential files: Ansatz PAW
basis: plane waves
wave-function cutoff: 580 eV
density cutoff ratio: 5
exchange-correlation grid ratio: 1
k mesh: 1 x 1 x 1, Gamma-centred
self-consistency stop: 5e-08 eV per atom in the density residual
occupations: fixed
spin: none
net charge: +1 e, with a uniform compensating background and no finite-size correction

Cell vectors (angstrom)
a, 10.938, 0, 0
b, 0, 10.938, 0
c, 0, 0, 31.5432

Atoms: element, x, y, z (angstrom)
Si, 10.4401, 0.5704, 24.3426
Si, 6.0451, 10.5023, 24.1507
Si, 2.1335, 3.2444, 24.0829
Si, 8.7071, 2.2536, 24.3085
Si, 0.5053, 5.0516, 24.1648
Si, 5.0555, 5.8937, 24.1927
Si, 3.3974, 7.6497, 24.1622
Si, 7.8311, 8.828, 23.9892
Si, 1.3462, 1.4784, 25.4586
Si, 6.9251, 1.2965, 25.5041
Si, 4.0305, 4.0991, 25.3244
Si, 9.6734, 4.0929, 25.4234
Si, 1.5018, 6.8109, 25.3735
Si, 6.9008, 6.9466, 25.2396
Si, 4.236, 9.5285, 25.3488
Si, 9.5296, 9.6379, 25.4367
Si, 2.7845, 0.0044, 26.6436
Si, 8.2303, -0.0304, 26.9495
Si, 0.0225, 2.7671, 26.922
Si, 5.4535, 2.7334, 26.6657
Si, 2.7662, 5.4356, 26.8408
Si, 8.2307, 5.5233, 26.6282
Si, 0.0429, 8.2082, 26.6528
Si, 5.5621, 8.1948, 26.7977
Si, 4.114, 1.3647, 28.0741
Si, 9.6005, 1.3687, 28.2419
Si, 1.3997, 4.1182, 28.2406
Si, 6.842, 4.134, 28.0206
Si, 4.1657, 6.8202, 28.1434
Si, 9.6002, 6.8491, 28.0581
Si, 1.3978, 9.5877, 28.0445
Si, 6.8546, 9.5334, 28.2446
Si, 0.0569, -0.0239, 29.5284
Si, 5.4517, 0.0091, 29.4951
Si, 2.7739, 2.7053, 29.5303
Si, 8.1765, 2.7706, 29.4743
Si, -0.0105, 5.5006, 29.5015
Si, 5.5138, 5.4471, 29.5052
Si, 2.7547, 8.2125, 29.4438
Si, 8.2571, 8.1624, 29.5408
Si, 1.4, 1.3503, 30.91
Si, 6.8219, 1.3818, 30.8388
Si, 4.1362, 4.0859, 30.8875
Si, 9.5569, 4.1143, 30.8453
Si, 1.3819, 6.8591, 30.8309
Si, 6.8685, 6.801, 30.9028
Si, 4.0921, 9.5732, 30.8465
Si, 9.6114, 9.5533, 30.9011
Si, 2.7571, -0.0337, 0.7263
Si, 8.1855, 0.0112, 0.6666
Si, -0.0236, 2.743, 0.677
Si, 5.4856, 2.7057, 0.7176
Si, 2.7223, 5.4774, 0.6669
Si, 8.2243, 5.4264, 0.7332
Si, 0.0466, 8.1776, 0.7161
Si, 5.4613, 8.2085, 0.673
Si, 4.1236, 1.3327, 2.0831
Si, 9.5286, 1.3828, 2.0464
Si, 1.3338, 4.1238, 2.0456
Si, 6.8587, 4.0464, 2.0914
Si, 4.0723, 6.8573, 2.041
Si, 9.6157, 6.7942, 2.0668
Si, 1.3936, 9.5399, 2.0952
Si, 6.8235, 9.5768, 2.0519
Si, -0.0383, -0.0135, 3.3486
Si, 5.4739, -0.0256, 3.5035
Si, 2.6977, 2.7178, 3.3504
Si, 8.1927, 2.6919, 3.5362
Si, -0.0079, 5.4535, 3.5237
Si, 5.4486, 5.4568, 3.3337
Si, 2.7399, 8.187, 3.5235
Si, 8.2272, 8.1805, 3.3542
Si, 1.2946, 1.3581, 4.6835
Si, 6.839, 1.2927, 4.9363
Si, 4.0647, 4.1077, 4.6622
Si, 9.5622, 4.0693, 4.9255
Si, 1.3514, 6.8329, 4.9259
Si, 6.8393, 6.8109, 4.67
Si, 4.1131, 9.5592, 4.9125
Si, 9.5606, 9.556, 4.7363
Si, 2.6142, 0.0239, 6.1197
Si, 8.2545, -0.131, 6.2725
Si, -0.0081, 2.6395, 6.2161
Si, 5.387, 2.7617, 6.0942
Si, 2.758, 5.4134, 6.1705
Si, 8.0926, 5.457, 6.1857
Si, -0.0236, 8.2903, 6.2425
Si, 5.5628, 8.1223, 6.1601
Si, 3.4792, 1.9242, 7.2076
Si, 10.0305, 0.8321, 7.4921
Si, 1.7781, 3.6387, 7.3668
Si, 6.202, 4.5273, 7.4231
Si, 4.6348, 6.3018, 7.2881
P, 9.1254, 7.2209, 7.2989
Si, 0.8842, 10.1566, 7.5565
Si, 7.3833, 8.9198, 7.4868
O, 4.5909, 6.6202, 8.908
O, 1.3703, 3.964, 8.9439
O, 9.6812, 6.574, 8.6771
O, 1.3033, 10.1194, 9.1739
O, 6.0552, 4.2121, 9.051
O, 3.7023, 1.5993, 8.7966
O, 7.1873, 8.9528, 9.1334
O, 9.6532, 1.0663, 9.0861
O, 8.2476, 2.5323, 22.7512
O, 10.9996, 5.5501, 22.6492
O, 5.6208, 0.0996, 22.6498
O, 5.292, 5.4068, 22.6293
O, 2.1569, 2.7983, 22.4825
O, 3.3276, 7.8624, 22.5151
O, 8.378, 8.746, 22.413
O, -0.1551, 11.226, 22.7612
Si, 2.146, 2.9853, 12.898
Si, 8.6829, 1.3067, 10.3701
Si, 1.0592, 4.5055, 15.3581
Si, 7.5491, 5.5831, 12.1964
Si, 2.417, 8.1819, 21.2063
Si, 5.4056, 7.7815, 12.4793
Si, 9.2637, 0.4579, 15.4963
Si, 2.9137, -0.0364, 16.664
Si, 10.4642, 1.1716, 12.6147
Si, 7.7659, 2.8292, 21.2374
Si, 9.1055, 8.7823, 14.4434
Si, 1.4567, 4.784, 10.3503
Si, 4.4882, 9.4841, 19.1356
Si, 11.0763, 6.1004, 21.1165
Si, 6.6046, 10.4539, 14.8461
Si, 5.3888, 0.7312, 21.1743
Si, 2.3428, 9.7966, 10.408
Si, 0.4306, 10.6353, 21.3837
Si, 5.8553, 5.2531, 21.121
Si, 3.6363, 7.082, 10.1222
Si, 9.0443, 5.6941, 14.8413
Si, 3.6593, 4.0829, 19.0931
Si, 10.0264, 3.6682, 19.3181
Si, 4.2517, 8.6739, 15.3683
Si, 0.4511, 1.9179, 17.1638
Si, 6.7975, 7.5325, 19.2376
Si, 5.2542, 3.6265, 16.7386
Si, 7.7831, 5.0119, 17.515
Si, 6.6713, 9.9084, 10.3741
Si, 4.3917, 1.0243, 10.1244
Si, -0.064, 9.0964, 11.8852
Si, 9.1026, 8.6343, 20.9378
Si, 4.5464, 1.6739, 14.578
Si, 2.4467, 2.0845, 21.0433
Si, 6.3374, 3.3208, 10.392
Si, 3.4315, 5.9182, 16.7375
Si, 9.8426, 6.5751, 10.3303
O, 0.1207, 2.6324, 18.5882
O, 2.9206, 9.6376, 15.5832
O, 10.8542, 4.811, 20.1444
O, 7.5818, 2.3989, 9.9141
O, 10.896, 5.3827, 10.7224
O, 6.5886, 6.7263, 12.8556
O, 10.2921, 8.1009, 10.7122
O, 7.6422, 9.457, 13.986
O, 8.3834, 6.2252, 10.939
O, 5.3609, 10.4792, 20.078
O, 2.1336, 3.761, 11.4377
O, 7.9804, 8.5414, 19.7527
O, 6.2101, 6.7257, 20.534
O, 5.5043, 2.7202, 15.4036
O, 1.3014, 0.9317, 20.7017
O, 6.0508, 9.0252, 11.5981
O, 4.6151, 4.9921, 16.1073
O, 6.5943, 3.9044, 17.6283
O, 10.5225, 10.6799, 11.8169
O, 5.5728, 0.5035, 13.9846
O, 8.0145, 5.0821, 15.914
O, 9.7402, 9.8201, 15.5394
O, -0.3962, 5.1673, 15.1309
O, 1.5759, 6.8318, 20.8058
O, 1.5024, 0.6415, 17.1849
O, 6.5974, 1.7686, 20.8134
O, 1.0122, 1.7997, 12.8259
O, 3.2496, 5.5, 18.3298
O, 9.5235, 2.021, 11.5815
O, 1.0017, 3.0975, 16.1771
O, 8.6129, 5.1707, 13.3538
O, 10.2151, 8.5457, 13.2575
O, 1.4462, 9.4, 21.6745
O, 10.0742, 9.9418, 20.6129
O, 3.1959, 0.1856, 10.9002
O, 5.0962, 2.3265, 10.8476
O, 1.7293, 4.1658, 13.9207
O, 7.9173, 10.8606, 10.847
O, 9.1335, 4.4694, 18.219
O, 5.6304, 9.5047, 15.7735
O, 5.5364, -0.0613, 9.7219
O, 3.5876, 2.3226, 13.3873
O, 1.9752, 5.6469, 16.0613
O, 9.7024, 1.0725, 14.0413
O, 4.371, 6.9358, 11.5503
O, 4.7589, 4.4788, 20.2166
O, 9.9529, 1.3287, 16.6563
O, 6.6912, 4.3006, 11.6497
O, 5.5874, 8.408, 18.571
O, 9.0711, 2.7399, 20.2654
O, 3.5926, 1.1373, 15.7749
O, 4.2125, 3.0789, 17.8988
O, 9.9223, 7.225, 20.9019
O, 3.3372, 8.6546, 9.8165
O, 3.9314, 7.4271, 16.3717
O, 7.6305, 0.4784, 15.6956
O, 8.9073, 7.3052, 15.0486
O, 3.9307, 1.437, 21.1438
O, 1.5669, 9.116, 11.6912
O, 2.3174, 6.1478, 10.14
O, 7.3506, 6.4621, 18.1301
O, 7.2197, 4.363, 21.1363
O, 4.5494, 8.2492, 13.7963
O, 3.3383, 8.6587, 19.9568
O, 2.4912, 3.2424, 19.8747
O, 3.7473, 10.3691, 17.9709

Results
free energy: -131309.974 eV
free energy less fixed offsets of O -568.88, P -755.39, Si -635.61 eV per atom: -5.904 eV

Forces (eV/angstrom), in the order of the atoms: element, x, y, z
Si, -0.0017, 0.0004, -0.0052
Si, -0.0012, 0.0005, -0.0035
Si, -0.0016, -0.0006, -0.0047
Si, 0.0008, -0.0008, -0.003
Si, 0.0008, 0.0002, -0.0025
Si, -0.0004, 0.0002, -0.0042
Si, 0.0001, -0.0002, -0.0037
Si, 0.0006, 0.0007, -0.0044
Si, -0.0007, 0.0016, 0.0058
Si, 0.0017, -0.0016, 0.0052
Si, 0.0002, -0.0004, 0.0033
Si, 0.0001, -0.0016, 0.0044
Si, 0.0013, -0.0008, 0.0036
Si, -0.0001, -0.0007, 0.0026
Si, -0.0003, -0.0009, 0.0027
Si, -0.0012, 0.0007, 0.0059
Si, 0.0015, 0, -0.0033
Si, 0.0002, 0.0009, -0.0089
Si, 0.0007, 0.0009, -0.0071
Si, -0.0002, -0.0009, -0.0025
Si, -0.0032, -0.0005, -0.0059
Si, 0.002, 0.0004, -0.003
Si, 0.001, 0.0001, -0.003
Si, 0.0019, 0.0032, -0.0046
Si, -0.0009, 0.0018, 0.0017
Si, 0.0009, -0.0004, 0.0014
Si, 0.004, -0.0015, -0.0009
Si, 0.0001, -0.0019, 0.0037
Si, -0.0013, 0.0017, 0.0062
Si, -0.0011, 0.0004, 0.0023
Si, -0.0023, 0.0003, 0.0032
Si, 0, -0.001, -0.0006
Si, 0.0023, -0.0022, -0.001
Si, -0.0012, 0.001, -0.0012
Si, 0.0014, -0.0016, -0.0002
Si, -0.0034, 0.0025, -0.0029
Si, -0.0028, 0.0022, -0.0007
Si, 0.0012, -0.0022, -0.0007
Si, 0, 0.0004, -0.004
Si, 0.002, -0.0023, 0.0002
Si, -0.0011, 0.0017, 0.0006
Si, 0.0016, -0.0008, 0.0018
Si, -0.0019, 0.0012, 0.0002
Si, 0.0022, -0.0013, 0.0014
Si, 0.002, -0.002, 0.0015
Si, -0.0021, 0.0019, 0.0005
Si, 0.0012, -0.0013, 0.0016
Si, -0.0009, 0.002, 0.0006
Si, -0.0015, 0.001, -0.0024
Si, -0.0008, -0.0017, 0
Si, 0.0011, -0.0015, 0
Si, -0.0006, 0.0011, -0.0022
Si, 0.0013, -0.0008, 0.0004
Si, -0.0012, -0.0005, -0.0019
Si, -0.0003, 0.0012, -0.0022
Si, 0.0006, -0.0001, 0
Si, 0.0008, -0.0001, 0.003
Si, -0.0015, 0.005, 0.0003
Si, -0.0013, 0.0016, 0.001
Si, 0.0005, -0.0021, 0.0039
Si, -0.0046, 0.0008, 0.0003
Si, 0.001, -0.0003, 0.0013
Si, 0.001, 0.0003, 0.0045
Si, 0.0023, -0.0018, 0.0012
Si, -0.0023, -0.007, -0.0038
Si, 0.0005, -0.0007, -0.0016
Si, -0.0041, -0.0002, -0.0048
Si, 0.0014, 0.001, -0.0017
Si, 0.0042, -0.0036, -0.0051
Si, 0.005, 0.0044, -0.0029
Si, 0.0012, -0.0008, -0.0017
Si, -0.005, 0.0068, -0.0083
Si, 0.0071, 0.0004, 0.0125
Si, -0.0001, -0.001, 0.0018
Si, 0.0036, -0.0023, 0.0128
Si, -0.0023, -0.0028, 0.0035
Si, 0.0023, 0.0012, 0.0015
Si, -0.0023, -0.0087, 0.0071
Si, 0, -0.0003, 0.0028
Si, 0.0071, 0.0033, 0.0047
Si, -0.0046, -0.0011, -0.0046
Si, -0.0031, 0.0018, -0.0051
Si, -0.0002, 0.0017, -0.0055
Si, 0.0005, 0.0038, -0.0062
Si, -0.0024, -0.0018, -0.0069
Si, 0.0018, 0.012, -0.005
Si, -0.0073, 0.0031, -0.0023
Si, -0.0014, 0.0047, -0.0071
Si, -0.0032, 0.0029, 0.0082
Si, -0.0009, -0.004, 0.0078
Si, 0.0031, -0.0045, 0.0051
Si, -0.0062, -0.0036, 0.0074
Si, 0.0061, -0.0017, 0.0086
P, 0.0193, -0.03, -0.0036
Si, 0.0041, 0.0028, 0.006
Si, -0.0058, 0.0045, 0.0094
O, -0.0009, 0.0003, -0.0048
O, -0.0003, 0.0007, -0.0025
O, -0.0125, 0.0149, -0.0135
O, -0.0035, 0.0002, -0.0063
O, 0.0007, 0.001, -0.004
O, 0.0006, 0.0009, -0.0032
O, 0.0004, 0.0009, 0.0007
O, 0.0005, -0.0005, -0.0051
O, 0.0001, -0.0002, 0.0034
O, 0.0005, -0.0003, 0.0034
O, 0.0003, -0.0002, 0.0039
O, -0.0002, 0.0005, 0.0048
O, 0.0005, 0.0003, 0.0052
O, 0.0002, 0, 0.0038
O, -0.0013, 0, 0.0056
O, 0.0007, 0, 0.0038
Si, -0.0011, -0.0005, 0.0047
Si, -0.0016, 0.0029, 0.0046
Si, 0.0002, -0.0004, 0.0027
Si, -0.0012, 0.001, 0.0032
Si, -0.0001, -0.0002, -0.004
Si, 0.0014, -0.0007, 0.0035
Si, -0.0003, -0.0008, 0.0023
Si, 0, 0.0004, 0
Si, 0.0012, -0.0006, 0.004
Si, 0.0002, -0.0001, -0.0049
Si, -0.0005, 0.0006, 0.0033
Si, 0.0023, -0.0035, 0.0038
Si, 0, 0.0008, -0.0037
Si, 0.0005, 0, -0.0051
Si, 0.0008, 0.0001, 0.004
Si, 0, -0.0003, -0.0053
Si, 0.0019, 0.0009, 0.0047
Si, 0.0006, -0.0002, -0.0036
Si, 0.0003, -0.0005, -0.0054
Si, -0.0011, 0.0003, 0.0047
Si, 0.0005, 0.0003, 0.0039
Si, 0.0001, -0.0004, -0.0034
Si, -0.0001, -0.0001, -0.004
Si, 0.0003, 0.0008, 0.0029
Si, -0.0001, 0, -0.0008
Si, -0.0004, -0.0004, -0.0035
Si, 0.0001, -0.0001, 0.0008
Si, -0.0002, -0.0004, -0.0005
Si, -0.0035, 0.0023, 0.0041
Si, 0.0001, 0.0007, 0.0019
Si, -0.0001, 0.0007, 0.0046
Si, 0.0008, -0.0001, -0.0052
Si, -0.0008, 0.0001, 0.0029
Si, 0.0006, 0.0003, -0.005
Si, 0.0017, -0.0013, 0.0034
Si, 0, -0.0002, 0.0001
Si, -0.0021, 0.001, 0.0128
O, -0.0003, 0.0005, 0.0021
O, -0.0001, 0.0002, -0.0012
O, 0.0003, 0.0004, 0.0022
O, 0.0011, 0.0006, 0.0004
O, -0.0016, 0.001, -0.0027
O, 0.0002, 0.0007, -0.0047
O, 0.0004, 0.0002, -0.003
O, -0.0005, -0.0002, -0.0023
O, -0.0007, -0.0016, -0.001
O, -0.0001, 0.0001, 0.0028
O, 0, 0.0005, -0.0026
O, 0.0002, 0.0002, 0.0021
O, -0.0001, -0.0001, 0.0027
O, 0.0001, 0.0005, -0.0012
O, -0.0003, -0.0001, 0.0025
O, -0.0005, -0.0015, -0.0024
O, -0.0006, 0.0002, -0.0006
O, 0.0001, -0.0001, -0.0001
O, -0.0003, 0.0011, -0.0021
O, -0.0002, 0.0001, -0.002
O, 0.0005, 0, -0.0014
O, 0.0001, -0.0003, -0.0019
O, -0.0007, 0.0004, -0.0018
O, -0.0001, -0.0001, 0.0026
O, -0.0001, 0, 0
O, 0.0001, -0.0002, 0.0029
O, -0.0018, -0.0009, -0.0024
O, 0.0002, -0.0002, 0.0015
O, -0.0002, -0.0018, -0.0033
O, -0.0002, -0.0002, -0.0008
O, -0.0001, 0.0001, -0.0017
O, -0.0002, 0.0001, -0.0021
O, -0.0004, 0.0003, 0.0014
O, -0.0006, -0.0006, 0.0025
O, 0.0001, -0.0005, -0.0026
O, -0.0004, -0.0008, -0.0031
O, -0.0009, 0.0004, -0.001
O, 0.0003, 0, -0.0032
O, 0.0004, -0.0002, 0.0008
O, -0.0004, -0.0003, -0.0012
O, 0.0008, -0.0011, -0.0019
O, 0.0003, 0.0001, -0.002
O, 0.0002, -0.0005, -0.0014
O, 0.0001, -0.0001, -0.002
O, 0.0011, 0.0005, -0.0024
O, 0.0004, 0.0003, 0.0024
O, 0.0004, 0, -0.0003
O, 0.0007, 0.0009, -0.0028
O, -0.0001, 0.0002, 0.0015
O, 0, -0.0002, 0.0023
O, -0.0005, -0.0002, -0.0006
O, 0, 0, 0.0007
O, 0, 0, 0.0024
O, -0.0007, -0.0008, -0.0009
O, -0.0001, -0.001, -0.0008
O, 0.0001, 0.0001, -0.0012
O, -0.0004, -0.001, -0.0015
O, 0.0011, -0.0002, 0.0029
O, -0.0013, 0.0006, -0.0027
O, 0.0018, 0.0003, -0.002
O, 0, 0.0006, 0.0009
O, -0.0003, -0.0002, 0.0024
O, 0.0003, 0, -0.0023
O, 0.0005, -0.0004, 0.002
O, -0.0002, -0.0003, 0.0024
O, 0.0005, -0.0009, 0.0011

The program warned: the cutoff lies below the one the program advises for these potential files; the exchange-correlation potential is rough where the density is thin.
